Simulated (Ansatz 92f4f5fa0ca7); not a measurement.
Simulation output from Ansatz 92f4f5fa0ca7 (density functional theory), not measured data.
Periodic cell of 213 atoms, Si132O80H1, from a study of silicon, its oxide and their interface. The atomic structure is a simulated model.
Doubt: the cutoff is far below the 930 eV that the study's wrapper takes by default for these files, so forces and energies are approximate.
This geometry differs little from another in the collection (a relaxation step or a small displacement).

Settings
functional: PBE
potential files: Ansatz PAW
basis: plane waves
wave-function cutoff: 580 eV
density cutoff ratio: 5
exchange-correlation grid ratio: 1
k mesh: 1 x 1 x 1, Gamma-centred
self-consistency stop: 5e-08 eV per atom in the density residual
occupations: fixed
spin: none
net charge: +1 e, with a uniform compensating background and no finite-size correction

Cell vectors (angstrom)
a	10.938	0	0
b	0	10.938	0
c	0	0	31.6359

Atoms and the computed forces on them: element, x, y, z (angstrom), force x, y, z (eV/angstrom)
Si	-0.5529	0.5975	24.1313	0.0066	0.008	-0.0204
Si	6.1558	-0.5262	24.0314	-0.0003	0.006	-0.032
Si	2.3385	3.2044	24.4497	-0.0108	-0.0032	0.0046
Si	8.6449	2.4103	24.3372	-0.0115	-0.0125	-0.0073
Si	0.5243	4.8571	24.2282	-0.0103	-0.0002	-0.0178
Si	5.1576	5.7196	24.3158	-0.0073	-0.0188	-0.006
Si	3.3248	7.5171	24.1811	-0.0002	-0.0009	-0.0138
Si	7.7699	8.6197	24.2702	0.0001	0.0115	-0.0073
Si	1.3116	1.3503	25.444	0.0013	-0.009	0.007
Si	6.8854	1.2884	25.4345	0.0009	0.0048	0.0075
Si	4.0782	4.1429	25.6852	0.0091	0.0043	0.0127
Si	9.6949	4.0646	25.5933	0.008	0.0117	0.0068
Si	1.44	6.7477	25.4191	-0.0015	-0.0028	0.0155
Si	6.833	6.8538	25.5298	0.0039	0.0014	0.0016
Si	4.2135	9.4983	25.2309	-0.0058	0.0032	0.0094
Si	9.5733	9.6442	25.4002	0.0083	-0.0048	0.0165
Si	2.7755	-0.0632	26.7133	-0.0011	0.0043	-0.003
Si	8.2236	-0.0201	26.8808	-0.0017	0.0019	-0.0065
Si	0.0563	2.6823	26.9416	-0.0007	-0.0041	-0.0091
Si	5.5048	2.6787	26.8301	-0.0008	-0.0011	-0.0021
Si	2.7025	5.4967	26.9637	-0.004	0.0008	-0.0172
Si	8.2351	5.4636	26.8352	-0.0021	-0.0075	0.0006
Si	0.0262	8.2036	26.7459	0.0038	0.0023	-0.0022
Si	5.4566	8.2259	26.8565	-0.0008	0.0016	-0.0098
Si	4.1018	1.3673	28.2177	-0.0845	-0.3659	-0.5511
Si	9.5708	1.3673	28.2177	-0.0749	-0.1431	0.4826
Si	1.3673	4.1018	28.2177	0.0461	-0.1526	0.8439
Si	6.8362	4.1018	28.2177	0.1692	-0.195	-0.2906
Si	4.1018	6.8362	28.2177	-0.026	0.4679	0.4604
Si	9.5708	6.8362	28.2177	0.234	0.24	-0.4255
Si	1.3673	9.5708	28.2177	0.2249	-0.1569	-0.7293
Si	6.8362	9.5708	28.2177	-0.0429	-0.0085	0.2041
Si	0	0	29.5849	-0.0802	0.0761	-0.0176
Si	5.469	0	29.5849	-0.0059	-0.0469	0.0375
Si	2.7345	2.7345	29.5849	-0.0818	0.0937	0.0149
Si	8.2035	2.7345	29.5849	0.0456	0.0021	0.037
Si	0	5.469	29.5849	-0.0028	-0.0625	0.0374
Si	5.469	5.469	29.5849	-0.0275	0.0506	-0.0368
Si	2.7345	8.2035	29.5849	0.094	0.0141	0.0487
Si	8.2035	8.2035	29.5849	-0.0457	0.0418	-0.0051
Si	1.3673	1.3673	30.9522	0.0447	-0.0505	0.0041
Si	6.8362	1.3673	30.9522	-0.0085	0.0651	-0.0321
Si	4.1018	4.1018	30.9522	0.0339	-0.0923	0.0016
Si	9.5708	4.1018	30.9522	-0.0293	0.0163	-0.0253
Si	1.3673	6.8362	30.9522	0.0198	0.0397	-0.0324
Si	6.8362	6.8362	30.9522	0.0413	-0.0503	0.0069
Si	4.1018	9.5708	30.9522	-0.0801	-0.0297	-0.0121
Si	9.5708	9.5708	30.9522	0.0844	-0.0249	-0.0007
Si	2.7345	0	0.6835	0.041	0.0213	0.0355
Si	8.2035	0	0.6835	-0.0417	0.0218	0.0188
Si	0	2.7345	0.6835	-0.0513	0.0754	-0.0283
Si	5.469	2.7345	0.6835	0.0576	-0.0549	0.0291
Si	2.7345	5.469	0.6835	-0.0457	0.0308	0.0267
Si	8.2035	5.469	0.6835	0.0278	-0.0364	0.0377
Si	0	8.2035	0.6835	-0.0511	-0.0297	0.0227
Si	5.469	8.2035	0.6835	-0.0571	0.1144	-0.0253
Si	4.1018	1.3673	2.0507	-0.0384	0.096	-0.0447
Si	9.5708	1.3673	2.0507	0.1925	0.0529	-0.0057
Si	1.3673	4.1018	2.0507	-0.0595	-0.202	0.002
Si	6.8362	4.1018	2.0507	-0.0169	0.003	-0.0283
Si	4.1018	6.8362	2.0507	0.0535	-0.022	0.0182
Si	9.5708	6.8362	2.0507	0.0324	0.0791	-0.0039
Si	1.3673	9.5708	2.0507	0.0208	0.0051	-0.0138
Si	6.8362	9.5708	2.0507	-0.0844	-0.2102	-0.0225
Si	0	0	3.418	-0.2134	0.1959	-0.3096
Si	5.469	0	3.418	0.0408	-0.1155	0.4477
Si	2.7345	2.7345	3.418	0.1695	-0.06	-0.9582
Si	8.2035	2.7345	3.418	-0.1374	0.1983	0.6074
Si	0	5.469	3.418	-0.2313	0.0279	0.1779
Si	5.469	5.469	3.418	0.268	0.126	-0.1234
Si	2.7345	8.2035	3.418	-0.0456	0.0983	0.372
Si	8.2035	8.2035	3.418	-0.3574	-0.1476	-0.3032
Si	1.4341	1.3552	4.712	-0.0125	-0.022	0.0215
Si	6.8182	1.3721	4.8501	0.0044	-0.0065	0.0038
Si	4.08	4.0892	4.7039	-0.0065	0.0062	0.0132
Si	9.4965	4.2123	4.8616	-0.0071	-0.0032	-0.0003
Si	1.3147	6.858	4.7981	-0.003	-0.0017	0.0007
Si	6.8513	6.8191	4.8299	-0.0028	0.0005	0.0063
Si	4.1215	9.5376	4.856	-0.0088	-0.0013	-0.0005
Si	9.4607	9.6517	4.7131	0.0009	0.0008	0.0101
Si	2.6887	-0.0401	6.1872	0.02	0.0129	-0.0063
Si	8.1863	0.0316	6.2655	-0.0261	-0.0053	-0.0092
Si	0.0758	2.8278	5.9931	-0.0005	0.0164	-0.024
Si	5.3364	2.7128	6.1394	0.0224	0.0068	-0.0072
Si	2.8078	5.5312	6.0881	-0.0227	-0.0109	-0.0038
Si	8.1176	5.5143	6.4323	0.0053	-0.0133	-0.0031
Si	-0.2181	8.2004	6.017	0.0071	-0.0039	-0.0093
Si	5.4882	8.1525	6.2519	0.0046	0.0077	-0.0146
Si	3.4784	1.8252	7.3905	-0.0424	-0.0222	-0.02
Si	10.2642	0.9214	7.0652	0.0351	-0.013	-0.0085
Si	1.965	3.6512	7.1437	-0.0405	-0.0456	-0.2815
Si	6.245	4.3938	7.4878	0.0186	0.0052	-0.0144
Si	4.6159	6.2501	7.4247	0.0217	-0.0147	-0.0754
Si	8.9293	7.5719	7.4933	-0.007	0.0009	-0.0027
Si	0.7765	9.954	7.164	-0.0275	0.0031	0.0028
Si	7.081	9.2682	7.5885	0.0077	0.0114	0.0323
O	0.735	9.5577	8.7932	-0.0012	0.0007	0.0083
O	2.5175	4.1145	9.2946	0.0802	0.0501	0.1692
O	10.5894	1.4761	8.6306	-0.0014	-0.0028	0.0087
O	6.3804	9.6686	9.072	0.0189	-0.0138	-0.0359
O	3.3593	1.6537	9.0678	-0.0142	0.0794	0.031
O	4.0316	6.421	8.9871	-0.0559	-0.0328	0.1009
O	6.2925	3.6526	9.0033	-0.0164	0.0118	0.0049
O	9.6092	7.754	9.0296	0.003	0.0058	0.0063
O	3.1123	2.8386	23.0189	0.0155	-0.0211	0.0285
O	6.2317	10.7302	22.3702	-0.0049	-0.0116	0.0397
O	8.1006	3.2553	23.0177	0.0162	-0.0145	0.0025
O	0.0283	4.9512	22.6203	-0.0216	0.0093	0.0556
O	8.129	8.1867	22.702	0.0073	0.0192	0.0294
O	2.6934	7.6964	22.6384	0.0097	0.0052	0.0247
O	5.8812	4.8166	23.0929	-0.0402	0.016	0.0266
O	10.7862	11.1985	22.5404	0.0017	0.0015	0.0359
Si	7.0634	0.1652	20.9955	0.0063	-0.0022	-0.0148
Si	7.0134	2.3605	14.767	0.0034	-0.0097	0.0087
Si	6.8001	2.4057	9.947	0.0274	0.0051	0.0115
Si	3.1836	3.6745	21.6321	0.0054	0.0165	-0.0141
Si	-3.1558	7.2092	21.4463	0.001	0.0238	-0.0415
Si	-0.612	9.1138	9.6226	0.0101	-0.0072	-0.0051
Si	10.0729	11.3967	21.0791	-0.0065	-0.0042	-0.0216
Si	4.0168	2.9837	14.7889	-0.0029	0.003	0.0109
Si	4.8474	-6.2871	18.2032	0.0045	-0.0052	0
Si	7.3462	4.2796	12.4159	0.0055	0.0047	0.0075
Si	-1.9861	7.8416	16.7655	-0.0054	0.0027	0.0137
Si	5.7895	10.4415	10.4032	0.0015	-0.0206	0.0164
Si	3.4565	-1.7327	12.1274	0.0139	0.0138	0.0086
Si	7.2951	10.4824	13.2197	0.0025	0.0037	0.0152
Si	16.1092	-3.828	19.7791	-0.001	0.0033	0.0013
Si	14.0513	0.1887	14.3634	0.0049	0.0011	0.01
Si	7.1852	4.3334	22.2247	0.0014	-0.0149	0.0035
Si	0.5775	4.8348	21.0804	-0.0138	0.0037	-0.025
Si	2.9259	2.7357	10.2067	0.0949	-0.0968	0.0973
Si	11.3218	1.0305	14.9186	-0.0106	0.0027	0.0148
Si	9.5034	1.0521	9.7607	0.0029	0.0008	0.0093
Si	15.277	15.4511	12.1617	0.0263	0.0095	0.0654
Si	5.0776	8.925	14.5816	0.002	-0.0034	0.0058
Si	11.5622	8.0267	12.2083	-0.0019	0.0499	0.0332
Si	10.2108	5.2773	12.7929	-0.0293	-0.0231	0.0193
Si	9.8475	9.4436	14.2895	-0.0089	0.0002	0.0009
Si	5.6887	2.7006	20.0324	-0.0067	-0.0075	0.001
Si	8.8608	9.1173	19.5843	0.0012	-0.0017	0.0094
Si	2.7509	6.7007	21.3482	-0.0002	-0.0059	-0.0199
Si	9.39	2.7433	16.6278	-0.0091	-0.0155	0.0015
Si	11.2306	2.3191	11.9864	-0.0321	0.0076	0.0406
Si	-0.1378	2.8205	19.1752	-0.0028	-0.0019	0.0087
Si	2.849	5.7092	9.8442	0.0822	0.048	0.0694
Si	-0.4116	-5.5232	16.0126	0.0062	-0.0052	0.0176
Si	5.9288	-3.9059	16.9285	0.0055	-0.0029	0.0158
Si	2.0746	3.8973	17.1779	0.006	0.0061	0.0093
O	19.0699	1.7649	9.2689	0.0005	0.0005	-0.0029
O	16.8333	5.0365	12.2014	0.0001	-0.0056	-0.0006
O	9.3837	4.3588	16.4847	0.0011	0.0207	-0.0018
O	4.144	-0.7943	15.1594	0.0023	0.0019	0.0014
O	12.6426	3.6495	20.9695	0.0059	-0.0362	-0.0209
O	1.2796	6.2906	20.7359	0.0026	0.0157	-0.0136
O	10.8728	3.875	12.2864	0.0142	-0.0102	-0.0032
O	-0.4677	4.2645	19.9462	-0.0041	0.0061	-0.0088
O	-1.407	-8.5391	18.2107	0.0039	-0.0003	0.0069
O	4.3198	9.7755	10.8277	0.0015	0.0052	-0.0009
O	3.4666	5.291	21.8606	0.0131	0.0154	0.0104
O	10.8888	1.6048	20.2586	-0.0012	-0.0058	0.0004
O	-4.169	3.5919	20.846	0.0104	0.0009	-0.0034
O	-2.8823	5.6633	21.8562	0.041	-0.0195	-0.0014
O	13.6978	10.4582	12.9143	-0.0006	-0.0105	-0.0152
O	3.3463	5.5877	11.4061	-0.0313	-0.002	-0.0748
O	8.5031	11.8038	21.3769	-0.0049	0.0078	0.0045
O	10.3897	5.5271	14.3829	-0.0003	0.0037	-0.019
O	1.473	6.5045	9.5331	-0.5169	-0.1204	0.2362
O	4.1522	3.1605	11.2136	-0.0553	-0.0237	-0.0803
O	11.4523	12.4657	13.3726	0.0057	0.0205	-0.0382
O	8.855	-0.9127	13.1334	0.0045	0.0024	-0.0019
O	11.1311	8.6263	13.6676	0.0098	-0.0129	-0.0076
O	7.0398	1.0637	13.7706	0.0018	-0.0074	-0.0016
O	5.5401	2.7702	15.3439	-0.0022	0.0026	-0.0004
O	7.3063	3.0419	11.356	-0.0099	-0.0074	-0.0085
O	4.2167	2.8838	20.6961	0.0094	-0.0083	-0.0186
O	14.8158	4.2158	13.7008	0.0048	0.0148	-0.0287
O	5.7663	12.0698	10.096	-0.0125	0.0123	-0.005
O	-4.7176	7.4424	20.981	-0.013	0.0015	-0.001
O	10.7064	8.8838	11.1534	-0.0038	-0.0041	-0.0069
O	5.1891	-3.1987	15.6682	-0.0102	0.0105	-0.0156
O	5.2236	5.4998	19.5415	0.0038	0.0082	0.009
O	12.7862	0.4657	15.3459	0.0168	-0.0034	0.0048
O	-2.2987	5.2896	12.2631	0.0021	-0.0023	0.0073
O	3.6521	7.4839	20.2344	-0.0041	-0.0045	0.0058
O	11.0777	6.4612	12.055	0.0232	0.0018	-0.0373
O	8.8028	-3.3261	20.2333	-0.0006	-0.001	-0.0001
O	8.999	8.5286	15.3009	0.0012	-0.0024	-0.0012
O	-0.7251	6.8073	16.7923	0.0027	0.0015	-0.0014
O	6.1282	1.1438	20.0906	0.0048	-0.0104	0.002
O	7.4435	-1.0864	20.0003	-0.0028	0.0045	0.0001
O	2.934	3.1373	15.9935	0.012	-0.0108	-0.0153
O	5.4518	-5.4771	16.919	0.0003	-0.0043	-0.0035
O	8.0254	2.1042	16.0172	-0.0012	0.0005	-0.0007
O	10.3232	-0.2113	15.1443	0.0017	-0.0056	0.0113
O	6.752	10.2868	11.7033	-0.0102	0.0013	-0.0255
O	12.0394	4.9773	16.4345	-0.0058	0.0108	-0.0048
O	1.1844	2.9562	18.1866	-0.0032	-0.0051	0.0138
O	10.7269	2.2417	15.8091	0.0102	-0.0022	-0.0094
O	6.5604	9.4836	14.2646	0.0059	0.0001	0.0056
O	3.2181	-6.3206	18.0902	-0.0118	0.0022	0.0011
O	7.5427	7.039	16.818	0.0089	0.0011	-0.0023
O	5.539	3.1895	18.4649	0.0015	0.0013	0.0033
O	5.5038	7.7936	18.3275	0.0002	-0.0021	0.0015
O	-1.884	-2.001	17.9725	0.0001	0.0011	-0.0012
O	1.6382	2.26	11.0589	0.0137	-0.0078	-0.0048
O	10.0883	10.0084	20.201	0.0012	0.0016	-0.0011
O	2.2054	-2.7438	11.8143	-0.0088	-0.0155	-0.0057
O	4.4366	8.3955	13.165	-0.0086	-0.0012	-0.0046
O	9.2634	-0.5672	9.6445	0.0029	0	-0.0009
O	7.5307	14.5847	13.9013	0.0044	0.0184	-0.0188
O	3.7287	1.6281	13.9454	-0.0006	-0.0041	-0.0036
O	10.0094	1.5684	11.2096	0.0013	-0.007	-0.0046
H	0.6676	6.2143	10.0222	0.4578	0.1764	-0.1881

Results
free energy: -129428.769 eV
free energy less fixed offsets of H -15.97, O -568.88, Si -635.61 eV per atom: -1.879 eV

The program warned: the cutoff lies below the one the program advises for these potential files; the forces do not sum to zero within the program's tolerance; the exchange-correlation potential is rough where the density is thin.
